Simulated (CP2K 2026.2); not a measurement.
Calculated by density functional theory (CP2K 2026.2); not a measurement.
Periodic cell of 507 atoms, Si360O147, from a study of silicon, its oxide and their interface. The atomic structure is a simulated model.
Doubt: the forces sum to 3.87 eV/angstrom along one axis rather than to zero, so they err by at least 0.0076 eV/angstrom per atom on average; the grid cutoff is modest.

Settings: functional PBE; method Gaussian and plane waves; basis set DZVP-MOLOPT-SR-GTH; pseudopotentials GTH-PBE; grid cutoff 300 Ry, relative cutoff 40 Ry; k points Gamma only; occupations fixed; spin none; net charge 0.

Cell vectors (angstrom)
a 16.32 0 0
b 0 16.32 0
c -2.6634 2.4651 34.0711

Atoms and the computed forces on them: element, x, y, z (angstrom), force x, y, z (eV/angstrom)
Si -1.92 -0.825 1.816 -0.134 0.236 0.68
Si 0.8 1.943 1.505 -0.166 0.117 0.588
Si -0.878 3.653 1.595 0.033 -0.002 0.059
Si 1.926 6.32 1.636 -0.073 0.019 -0.061
Si -1.496 -6.165 1.413 0.254 -0.325 0.542
Si 1.637 -3.866 0.999 0.463 0.257 0.116
Si 5.244 0.519 0.113 -0.145 -0.353 0.659
Si -9.851 -4.159 -0.466 0.144 -0.027 0.471
Si 3.579 4.635 1.501 -0.055 0.067 0.583
Si 5.414 5.476 2.735 0.055 -0.007 -0.062
Si 4.725 8.866 1.51 0.008 0.05 -0.087
Si -9.06 -4.481 1.679 -0.037 0.026 0.022
Si -6.679 -1.441 1.433 0.066 -0.169 0.715
Si -3.598 0.898 1.74 0.197 -0.088 0.514
Si -5.881 5.834 -0.005 -0.109 0.074 -0.111
Si -3.415 7.216 0.544 0.17 0.248 0.62
Si -7.42 -6.236 1.615 -0.019 0.124 0.551
Si -3.973 -4.126 1.559 -0.502 0.411 0.047
Si -0.057 0.155 2.824 0.034 -0.01 -0.143
Si 2.621 2.836 2.718 -0.038 -0.017 -0.085
Si 0.102 5.399 2.806 0 -0.002 -0.03
Si 2.915 8.072 2.822 -0.019 0.028 0.008
Si 0.298 -5.207 2.582 -0.038 -0.049 0.079
Si 2.924 -2.316 2.554 0.039 -0.02 -0.039
Si 4.793 -0.462 2.386 -0.033 0.011 0.01
Si -7.748 2.964 2.863 0.144 0.209 0.423
Si 6.437 7.23 1.531 0.037 -0.038 -0.012
Si -8.25 8.251 2.855 0.02 0.001 -0.025
Si 5.478 -5.545 2.763 0.02 -0.003 -0.048
Si -8.142 -2.686 2.806 0.042 0.021 -0.053
Si -5.327 -0.149 2.884 -0.017 0.024 -0.031
Si -2.638 2.707 2.874 -0.033 -0.024 -0.071
Si -6.082 4.762 2.892 -0.101 -0.053 0.69
Si -2.613 8.306 2.509 0.005 -0.049 -0.053
Si -5.553 -5.366 2.768 -0.014 -0.014 0.01
Si -2.788 -2.644 2.959 -0.002 0.012 -0.084
Si -1.349 1.403 4.32 -0.03 0.054 -0.031
Si 1.377 4.095 4.263 -0.037 0.032 -0.046
Si -1.367 6.849 3.934 -0.012 0.006 0.022
Si 1.44 9.542 3.958 -0.008 0.012 0.043
Si -1.233 -4.037 4.047 -0.019 -0.042 -0.004
Si 1.377 -1.277 4.022 0.05 -0.041 0.068
Si 3.989 1.292 3.872 0.077 -0.03 -0.019
Si 6.795 4.036 4.006 0.022 -0.007 0.036
Si 4.169 6.767 4.279 0.001 -0.033 -0.04
Si 6.764 -6.776 4.299 -0.016 -0.056 -0.071
Si 4.026 -4.033 3.901 -0.06 -0.002 -0.005
Si -9.712 -1.321 3.881 -0.009 0.062 -0.078
Si -6.747 1.275 4.136 -0.008 0.004 0.026
Si -4.15 4.029 4.083 -0.056 0.06 -0.038
Si -6.874 6.726 4.026 0.071 -0.036 -0.02
Si -4.119 -6.841 3.952 0.021 0.049 0.015
Si -6.8 -4.003 4.226 0.019 0.007 -0.06
Si -4.093 -1.392 4.392 0.041 0.007 0.018
Si -2.697 0.009 5.62 0.01 -0.007 0.061
Si 0.018 2.759 5.608 0.01 -0.028 0.038
Si -2.751 5.479 5.341 -0.007 -0.008 0.001
Si 0.019 8.183 5.321 -0.035 -0.014 0.007
Si -2.699 -5.46 5.318 0.009 -0.05 -0.026
Si 0.053 -2.664 5.424 0.008 0.043 0.027
Si 2.696 0.056 5.419 -0.039 -0.013 0.02
Si 5.398 2.639 5.296 0 -0.029 -0.019
Si 2.755 5.435 5.563 -0.006 -0.026 0.065
Si 5.461 -8.165 5.621 -0.008 0.007 -0.004
Si 2.735 -5.4 5.357 -0.001 0.02 -0.013
Si 5.403 -2.734 5.343 -0.028 0.047 -0.025
Si -8.275 -0.032 5.349 -0.036 0.008 -0.031
Si -5.404 2.643 5.52 0 0.006 -0.001
Si -8.235 5.428 5.449 0.018 -0.019 -0.003
Si -5.448 8.101 5.353 -0.026 -0.012 -0.003
Si -8.155 -5.397 5.541 -0.015 0.03 0.019
Si -5.475 -2.739 5.648 0.008 -0.017 0.033
Si -1.303 -1.379 6.863 -0.017 0.023 0.039
Si 1.384 1.358 6.876 0.012 -0.005 0.007
Si -1.409 4.151 6.812 -0.031 0.038 0.004
Si 1.343 6.844 6.787 -0.026 0.043 0.011
Si -1.354 9.516 6.718 0.033 0.008 -0.003
Si 1.386 -4.065 6.761 -0.016 -0.027 0
Si 4.064 -1.359 6.738 -0.014 0.007 -0.043
Si 6.758 1.352 6.743 0.013 0.011 -0.004
Si 4.118 4.003 6.794 -0.006 -0.02 0.008
Si -9.502 6.768 6.9 0.001 -0.034 0.029
Si 4.048 -6.744 6.816 -0.004 -0.014 0.019
Si 6.759 -4.027 6.812 -0.008 -0.045 -0.003
Si -6.91 -1.336 6.832 -0.033 0.009 -0.016
Si -4.077 1.354 6.934 0.005 0.011 0.026
Si -6.815 4.067 6.774 -0.01 -0.006 0.016
Si -4.085 6.799 6.758 0.027 0.001 0.015
Si -6.772 -6.837 6.778 0.031 -0.013 -0.01
Si -4.027 -4.145 6.813 0.033 0.018 0.013
Si 0.028 -0.006 8.219 0.005 -0.014 0.009
Si 2.749 2.71 8.203 -0.006 0.013 0.006
Si -0.021 5.489 8.16 -0.007 -0.026 0.008
Si 2.688 -8.118 8.159 0.001 -0.001 0.009
Si -0.002 -5.437 8.101 -0.019 0.019 -0.009
Si 2.731 -2.713 8.141 -0.007 0.016 0.001
Si 5.421 -0.012 8.127 0.023 0.001 0.002
Si -8.186 2.707 8.124 0.003 0.014 -0.012
Si -10.887 5.391 8.184 0.011 -0.022 0.001
Si 8.192 -8.161 8.187 0.019 -0.005 0.01
Si 5.422 -5.406 8.172 -0.009 0.017 0.012
Si 8.107 -2.706 8.205 -0.001 0.02 0.01
Si -5.498 -0.01 8.199 -0.006 -0.002 -0.005
Si -2.716 2.762 8.214 0.012 0.011 0.014
Si -5.444 5.437 8.133 0 -0.009 -0.01
Si -2.71 8.161 8.111 -0.021 -0.015 0.006
Si -5.414 -5.489 8.158 -0.011 -0.003 -0.004
Si -2.695 -2.754 8.17 0.011 0.001 0.006
Si -1.342 1.318 14.938 -0.01 0.012 0
Si 1.392 4.098 14.925 0.011 -0.023 -0.015
Si -1.33 6.838 14.971 -0.003 0.002 0.006
Si 1.34 -6.813 15.014 0.016 -0.014 -0.008
Si -1.384 -4.105 15.03 0.018 -0.023 -0.004
Si 1.313 -1.389 15.038 0.013 0.001 -0.004
Si 4.06 1.363 14.988 0.032 -0.012 0.001
Si -9.537 4.119 14.924 -0.011 -0.007 0.001
Si 4.062 -9.503 14.956 -0.008 0.029 -0.01
Si 6.76 -6.811 14.918 -0.006 0.004 -0.014
Si 4.042 -4.096 15.006 -0.031 0.025 -0.004
Si 6.807 -1.367 14.957 -0.005 0.013 -0.008
Si -6.787 1.355 14.913 0.025 -0.02 -0.006
Si -4.086 4.092 14.908 -0.017 0.004 -0.027
Si -6.808 6.823 14.968 -0.024 -0.002 0.004
Si -4.051 9.544 14.995 -0.001 -0.002 0.008
Si -6.799 -4.064 14.918 -0.003 -0.006 -0.008
Si -4.07 -1.422 14.934 0.018 0.01 -0.011
Si -2.679 -0.097 16.278 0.003 -0.023 0.023
Si 0.059 2.694 16.238 0.027 0.01 -0.044
Si -2.72 5.455 16.241 0.017 -0.033 0.016
Si -0.038 8.196 16.422 -0.004 -0.026 0.016
Si -2.717 -5.457 16.451 0.028 0.02 -0.003
Si -0.05 -2.768 16.431 0.004 0.06 0.012
Si 2.695 -0.008 16.36 -0.028 0.044 0.023
Si 5.416 2.786 16.29 0.017 0.01 -0.009
Si 2.693 5.48 16.328 -0.004 -0.035 -0.018
Si 5.409 -8.138 16.322 -0.041 -0.036 -0.007
Si 2.702 -5.481 16.393 -0.002 0.008 0.013
Si 5.45 -2.735 16.314 0.022 0.008 0.005
Si -8.139 0.012 16.281 -0.013 -0.003 -0.024
Si -5.436 2.73 16.253 -0.034 -0.005 0.001
Si -8.186 5.456 16.31 0 0.026 0.02
Si -5.42 8.183 16.316 0.029 0.03 0.048
Si -8.2 -5.42 16.211 -0.054 0.002 -0.016
Si -5.427 -2.765 16.319 -0.008 0.009 0.005
Si -1.419 -1.415 17.821 0.013 -0.003 -0.016
Si 1.321 1.36 17.723 0.001 -0.028 -0.022
Si -1.283 4.105 17.496 0.017 -0.025 -0.026
Si 1.404 6.882 17.733 -0.03 0.002 0.038
Si -1.444 -6.864 17.902 -0.007 0.017 -0.027
Si 1.252 -4.226 17.766 -0.026 -0.017 -0.019
Si 4.109 -1.366 17.665 -0.015 0.043 0.001
Si -9.456 1.475 17.576 0.014 0.013 -0.02
Si 4.009 4.083 17.681 0.003 -0.03 0.008
Si -9.599 6.784 17.665 0.008 0.002 0.02
Si 4.138 -6.763 17.774 0.025 -0.007 0.004
Si -9.525 -4.13 17.655 -0.03 -0.01 -0.013
Si -6.783 -1.367 17.621 0.002 0.008 0.045
Si -4.034 1.331 17.503 0.011 -0.003 -0.013
Si -6.799 4.083 17.631 0.016 -0.008 -0.015
Si -4.054 6.779 17.651 0.007 0.006 -0.02
Si -6.84 9.598 17.556 0.002 -0.046 0.021
Si -4.115 -4.098 17.783 0.006 -0.018 -0.019
Si -0.01 -0.015 19.126 -0.018 -0.01 -0.001
Si 2.643 2.76 19.091 0.002 -0.04 0.012
Si -0.046 5.48 18.926 -0.02 -0.022 0.017
Si 2.782 8.235 19.159 0 -0.035 0.008
Si -0.093 -5.536 19.332 0.048 0.006 -0.002
Si 2.766 -2.884 18.914 -0.009 -0.013 0.067
Si 5.492 0.162 18.875 -0.046 -0.021 0.018
Si -8.153 2.806 19.047 -0.015 -0.004 -0.001
Si 5.331 5.441 19.047 -0.007 0.062 -0.007
Si -8.13 8.166 18.856 -0.03 0.02 -0.034
Si 5.578 -5.47 19.183 0.016 0.036 0.032
Si -8.153 -2.765 18.94 0.013 -0.01 0.028
Si -5.425 0.078 18.881 -0.02 0.025 -0.026
Si -2.551 2.631 18.738 0.049 0.047 0.054
Si -5.403 5.402 18.959 -0.069 0.016 -0.011
Si -2.872 -8.269 19.262 -0.01 0.013 0.064
Si -5.54 -5.478 19.083 0.077 -0.074 0.106
Si -2.853 -2.715 19.25 -0.022 0.036 -0.016
Si -1.393 1.433 20.418 0.038 0.016 0.054
Si 1.276 4.226 20.368 0.02 -0.007 0.012
Si -1.376 6.645 20.507 -0.027 0.013 0.011
Si 1.404 -6.877 20.692 -0.009 -0.016 0.059
Si -1.749 -4.34 20.619 -0.01 0.05 0.078
Si 1.524 -1.439 20.222 0.242 0.416 -0.451
Si 4.15 1.453 20.344 -0.041 0.1 -0.002
Si -9.516 4.211 20.384 0.009 -0.019 0.031
Si 4.145 6.864 20.534 0.026 0.001 0.031
Si -9.21 9.479 20.475 0.048 -0.078 0.031
Si 4.12 -4.104 20.464 -0.023 -0.089 0.03
Si 6.875 -1.234 20.12 -0.031 0.066 -0.028
Si -6.694 1.445 20.292 0.054 0.027 -0.069
Si -3.864 3.981 20.031 0.028 -0.077 -0.137
Si -6.616 7.004 20.191 0.018 -0.043 0
Si -4.925 -7.496 20.325 -0.041 0.015 -0.146
Si -6.777 -3.943 20.475 -0.015 0.091 -0.015
Si -4.198 -1.111 20.468 -0.064 -0.044 0.081
Si -2.246 -0.627 23.465 -0.316 0.547 -0.414
Si -0.423 3.2 21.663 0.017 0.07 -0.011
Si -2.273 4.723 21.612 0.165 -0.042 -0.422
Si 0.353 7.582 21.832 0.283 -0.149 -0.47
Si -3.277 -5.204 22.371 -0.305 -0.438 -0.38
Si -0.586 -2.903 22.067 -0.225 -0.392 -0.273
Si 3.359 -0.518 21.308 -0.018 -0.004 -0.135
Si 5.398 2.852 21.792 0.09 0.079 -0.763
Si 2.267 5.927 21.721 -0.021 0.03 -0.02
Si 6.101 7.73 21.749 -0.013 -0.023 0.049
Si 2.976 -5.587 21.999 -0.114 0.111 -0.862
Si 5.104 -2.135 21.322 -0.205 0.053 -0.655
Si -8.839 -0.122 25.202 0.398 0.532 -0.055
Si -4.927 2.522 21.476 0.09 -0.022 0.048
Si -8.414 5.994 21.559 -0.193 0.395 -0.421
Si -5.314 -6.746 22.496 0.197 -0.038 0.07
Si -7.576 -5.631 21.902 -0.121 -0.018 -0.126
Si -6.069 -1.958 21.678 -0.081 0.148 -0.592
Si -5.005 -3.399 -0.408 0.267 -0.26 0.476
Si 4.692 -1.054 25.635 0.026 -0.092 0.081
Si 0.5 3.246 23.84 -0.33 -0.048 -0.535
Si 3.468 2.678 27.618 0.018 0.039 0.052
Si 0.49 -4.988 26.57 0.023 0.015 0.077
Si -9.266 6.385 -4.976 0.103 -0.012 0.099
Si -9.865 -2.712 24.156 0.151 -0.445 -0.082
Si -7.44 2.565 -2.377 0.083 -0.013 -0.005
Si -8.7 1.16 23.186 0.198 -0.523 0.259
Si -1.777 -5.827 -5.064 0.282 -0.028 0.513
Si 5.349 9.114 23.532 0.248 -0.504 -0.541
Si -7.409 -5.146 26.406 0.017 0.141 0.067
Si -7.801 -0.243 21.481 0.055 -0.104 0.151
Si -3.232 0.704 21.731 0.058 0.009 0.067
Si -4.79 4.477 22.924 0.127 -0.32 -0.305
Si -1.718 7.844 24.292 0.103 0.601 0.21
Si -4.772 7.406 23.688 -0.29 0.55 -0.134
Si -2 -6.276 25.006 0.174 -0.628 -0.04
Si -0.087 -3.927 -1.686 -0.087 0.032 0.063
Si 3.713 1.234 -4.924 -0.022 -0.014 0.065
Si 1.386 2.512 -1.372 -0.115 -0.075 -0.01
Si 3.969 5.287 26.277 -0.102 -0.081 -0.003
Si 5.226 -3.173 -4.071 -0.069 -0.065 -0.007
Si -10.824 7.785 26.326 0.648 0.238 -0.006
Si 4.027 -0.698 -2.566 0.08 0.004 -0.045
Si -7.468 3.938 23.807 0.055 0.01 -0.034
Si -6.115 6.527 26.521 0.129 0.019 -0.049
Si -8.896 6.841 -0.566 -0.172 0.179 0.622
Si -3.032 1.823 -0.973 0.025 -0.054 0.132
Si 1.462 -3.656 24.036 -0.021 -0.017 -0.104
Si -8.842 -4.809 23.764 0.083 0.219 -0.4
Si -8.278 -6.621 -1.266 -0.009 0.034 0.175
Si 4.213 3.172 -1.07 0.005 0.1 0.093
Si -9.767 4.598 -2.451 -0.039 0.091 -0.117
Si 3.143 4.505 23.358 -0.208 0.363 -0.452
Si -8.485 -2.685 -2.88 -0.087 -0.122 0.065
Si -7.373 0.735 26.913 -0.118 -0.259 -0.492
Si 2.571 -7.061 -4.61 0.427 0.533 0.483
Si -4.41 -4.806 26.316 0.011 0.063 -0.016
Si -0.619 5.388 25.764 0.119 -0.047 -0.009
Si 3.699 -6.899 -0.497 0.333 0.148 0.456
Si -2.761 -2.543 -2.309 0.122 -0.071 0.04
Si -2.385 -2.729 -5.309 0.419 0.462 0.042
Si -1.28 -7.766 -0.94 0.011 0.092 -0.042
Si 2.421 -0.071 27.062 0.011 -0.006 0.018
Si -8.041 1.2 0.227 0.015 0.164 0.147
Si -0.097 3.169 -3.835 0.079 -0.044 0.1
Si -0.272 -6.481 -3.4 -0.383 0.293 -0.501
Si -7.465 3.719 26.582 -0.024 0.037 -0.022
Si -6.378 6.948 -4.408 0.039 0.142 -0.143
Si -6.07 -0.068 -5.223 -0.576 0.084 0.244
Si -5.34 4.72 -2.728 -0.05 0.006 -0.07
Si -1.931 4.582 -0.249 0.443 -0.275 0.388
Si 0.869 1.27 -6.067 0.017 -0.049 0.1
Si 0.451 5.162 -1.937 -0.042 0.011 -0.021
Si -3.595 1.001 -3.95 0.133 0.003 0.048
Si -4.369 -2.739 23.927 0.021 0.021 0.073
Si -1.078 -0.68 -5.052 -0.345 -0.639 -0.148
Si -3.08 3.784 -4.591 0.065 -0.025 -0.119
Si 4.243 6.98 -5.52 -0.057 0 -0.002
Si -4.86 -6.602 -4.866 -0.054 -0.11 0.002
Si 2.662 -0.773 23.448 0.097 0.025 -0.434
Si 0.909 -1.307 -2.677 -0.048 -0.056 0.038
Si 4.154 3.86 -6.131 0.012 0.014 0.026
Si -6.38 -4.883 -2.767 -0.034 -0.089 0.067
Si -1.224 -0.457 -0.985 -0.144 -0.001 -0.008
Si 3.378 -4.643 -0.444 -0.226 -0.393 0.432
Si -8.634 -7.995 26.87 -0.496 -0.152 -0.156
Si -8.09 0.059 -4.116 0.533 -0.134 -0.326
Si 0.317 0.464 24.849 0.007 -0.019 0.002
Si 3.718 -5.679 -3.054 -0.37 -0.46 -0.452
Si 1.366 7.325 -0.368 0.394 -0.342 0.595
Si -1.348 1.372 9.544 0.004 -0.008 -0.006
Si 1.352 4.097 9.505 0.018 -0.003 -0.014
Si -1.376 6.826 9.527 0.001 0.024 0.005
Si 1.331 -6.773 9.516 -0.002 -0.003 0.002
Si -1.337 -4.103 9.517 -0.005 -0.005 0.006
Si 1.383 -1.38 9.547 -0.01 0.006 0.012
Si 4.092 1.334 9.54 -0.01 -0.011 0.009
Si -9.516 4.054 9.528 0.017 -0.006 0.001
Si 4.059 6.802 9.492 -0.004 -0.01 -0.017
Si 6.799 -6.786 9.509 -0.009 0.007 -0.009
Si 4.066 -4.06 9.539 -0.003 0 0.003
Si 6.759 -1.343 9.548 -0.009 0.004 0.015
Si -6.835 1.375 9.533 -0.019 0.02 -0.002
Si -4.098 4.105 9.544 -0.013 0.005 0.007
Si -6.776 6.794 9.53 0.013 -0.009 0.008
Si -4.058 -6.828 9.517 0.023 -0.001 0.008
Si -6.803 -4.099 9.496 0.003 -0.001 -0.022
Si -4.091 -1.388 9.506 -0.004 -0.017 -0.023
Si -2.723 -0.019 10.867 -0.005 0.021 -0.007
Si 0.014 2.73 10.893 -0.007 -0.005 0.01
Si -2.728 5.461 10.896 -0.002 -0.009 0.008
Si -0.013 -8.136 10.883 -0.012 0.006 0.01
Si -2.703 -5.458 10.87 0 0.003 0.01
Si 0.011 -2.744 10.888 0.008 -0.006 -0.003
Si 2.731 -0.016 10.906 0.022 -0.007 -0.005
Si -10.871 2.703 10.888 0.014 0.004 -0.002
Si 2.709 5.452 10.869 -0.033 0.015 0.006
Si 5.422 -8.151 10.855 0.013 0 0.001
Si 2.692 -5.424 10.885 -0.009 0.005 0.004
Si 5.412 -2.708 10.913 -0.009 0.009 0.003
Si -8.184 0.012 10.891 0 0.001 0.008
Si -5.456 2.727 10.887 -0.006 -0.006 0
Si -8.16 5.435 10.867 -0.008 -0.011 -0.006
Si -5.421 -8.167 10.89 0.014 -0.004 0
Si -8.163 -5.438 10.882 0.005 -0.014 0.008
Si -5.443 -2.745 10.867 0.011 -0.003 0.007
Si -1.36 -1.387 12.235 0 -0.016 -0.015
Si 1.37 1.354 12.25 0.008 -0.01 0.004
Si -1.36 4.087 12.244 0.002 0.005 0.008
Si 1.35 -9.509 12.227 0.016 -0.006 -0.002
Si -1.35 -6.782 12.263 -0.001 -0.016 0.009
Si 1.348 -4.083 12.282 -0.013 0.003 0.003
Si 4.057 -1.369 12.297 -0.008 0.012 0.01
Si -9.537 1.354 12.268 0.005 0.004 0.002
Si -12.236 4.089 12.216 0.014 -0.026 -0.012
Si 6.794 -9.508 12.207 0 -0.008 -0.002
Si 4.047 -6.8 12.229 -0.02 0.01 -0.008
Si 6.784 -4.081 12.245 -0.004 0.025 0.002
Si -6.799 -1.362 12.211 -0.001 0.006 -0.013
Si -4.079 1.347 12.222 -0.001 -0.006 0.001
Si -6.813 4.088 12.242 -0.003 0.014 0.006
Si -4.069 6.821 12.271 -0.016 0.009 0.013
Si -6.793 -6.8 12.237 0.005 -0.006 0.001
Si -4.075 -4.106 12.22 0.008 -0.004 -0.006
Si 0.011 -0.036 13.595 -0.002 0.004 -0.004
Si 2.744 2.726 13.585 0.006 0.033 0.005
Si 0.001 5.458 13.598 -0.007 -0.017 -0.006
Si 2.687 -8.155 13.608 -0.038 -0.039 -0.005
Si -0.004 -5.437 13.656 0.013 0.033 -0.006
Si 2.688 -2.726 13.66 0.006 0.016 -0.012
Si 5.424 -0.002 13.635 -0.013 -0.016 -0.005
Si -8.173 2.727 13.597 -0.011 -0.007 0.007
Si -10.894 5.473 13.572 0.013 0.014 -0.011
Si 8.151 -8.16 13.581 0.002 -0.001 -0.004
Si 5.393 -5.436 13.595 0.008 -0.025 0.003
Si 8.161 -2.705 13.574 0.011 0.011 -0.002
Si -5.424 -0.025 13.581 -0.006 -0.004 0.002
Si -2.716 2.7 13.588 -0.004 -0.009 0.001
Si -5.459 5.46 13.592 0.016 -0.007 0
Si -2.701 8.189 13.624 0.021 0.021 -0.003
Si -5.424 -5.447 13.602 0.005 -0.005 0.001
Si -2.711 -2.772 13.593 -0.018 -0.009 -0.007
O -9.507 0.712 -0.246 0.145 -0.202 -0.605
O -8.127 2.365 1.36 -0.168 0.164 -0.283
O -5.806 4.905 1.297 -0.002 -0.407 0.003
O 0.763 -2.415 21.306 0.231 -0.5 -0.067
O -3.158 -2.754 -3.86 -0.291 0.22 -0.139
O -3.966 4.703 -3.588 0.02 0.66 -0.06
O -3.139 4.58 23.065 0.033 -0.226 0.704
O -0.426 7.872 23.277 0.024 -0.069 0.238
O -9.382 -0.078 -5.087 -0.188 -0.41 -0.094
O -9.919 -6.036 23.978 -0.107 0.078 0.063
O -10.159 1.764 22.75 -0.257 -0.37 0.105
O 1.219 1.588 -0.062 0.082 -0.38 -0.181
O -7.376 -0.154 0.752 -0.294 0.21 -0.046
O -10.644 -2.189 22.845 -0.092 0.191 0.114
O -0.955 -7.665 -2.509 -0.288 -0.472 -0.328
O -7.961 5.204 22.94 0.032 0.08 -0.01
O -1.589 6.566 25.268 -0.678 -0.168 0.271
O -3.374 -1.503 24.251 0.073 0.011 0.318
O -3.718 -3.685 22.789 0.318 0.174 -0.212
O 4.055 5.375 -5.58 -0.029 0.105 0.154
O 5.241 3.675 -2.213 -0.098 -0.376 -0.211
O -1.747 -4.229 -5.432 0.333 0.127 -0.035
O 5.297 -2.538 25.318 -0.331 -0.482 0.321
O -2.244 0.334 -4.53 -0.093 0.022 -0.159
O -2.089 -1.075 -2.204 -0.182 0.429 -0.115
O -4.028 1.293 0.185 -0.239 -0.198 -0.162
O 0.667 -2.891 -2.665 0.174 -0.422 -0.248
O 1.296 0.108 23.609 -0.06 0.129 -0.559
O 4.292 0.545 -3.578 0.009 0.409 -0.074
O -8.071 1.54 -3.454 -0.23 0.339 -0.252
O 4.853 -3.883 -0.395 -0.078 0.393 0.32
O 3.817 2.856 -4.894 0.004 0.225 0.34
O 3.856 4.432 -0.116 -0.138 0.35 -0.156
O -7.286 -6.611 0.018 0.634 -0.202 -0.254
O -5.861 4.076 24.093 0.112 0.041 0.571
O -5.472 -8.024 -4.341 0.288 -0.064 -0.016
O -5.501 -5.371 -4.034 0.266 0.365 -0.379
O -8.281 3.952 25.2 -0.671 0.103 0.037
O -2.758 -5.165 1.26 0.089 -0.02 -0.381
O -0.208 7.653 -0.123 -0.217 -0.278 0.564
O 3.418 5.262 24.761 -0.139 0.162 0.123
O 0.448 -3.674 -0.169 -0.121 0.313 0.112
O 0.414 2.158 -2.64 -0.46 -0.412 -0.104
O 4.53 -0.346 -1.068 -0.255 -0.364 0.312
O 4.326 -6.844 -2.041 0.441 -0.499 -0.295
O 1.375 -6.255 27.065 0.312 -0.389 -0.425
O 0.429 6.088 26.759 0.089 0.456 0.162
O -5.166 4.936 -1.142 0.287 -0.626 0.254
O -7.407 6.226 -0.34 0.027 -0.094 -0.27
O -3.154 7.631 23.529 0.013 -0.045 -0.195
O 2.314 -2.303 23.886 0.188 -0.074 -0.092
O -1.589 -1.352 0.295 0.388 -0.374 -0.245
O -2.774 7.988 -0.739 -0.153 0.34 -0.566
O 3.888 -0.333 24.416 0.26 0.823 -0.112
O -5.024 7.185 0.3 -0.126 0.472 -0.288
O -7.11 -3.489 -3.128 0.484 0.335 -0.194
O -3.842 2.372 -4.762 -0.398 -0.03 -0.221
O -9.481 -3.123 -4.079 0.341 0.144 -0.326
O -1.695 -3.656 -1.791 0.039 -0.515 0.064
O -0.055 -3.496 23.489 -0.309 -0.02 0.238
O -1.166 -0.143 24.59 -0.219 0.225 0.616
O -1.591 1.094 -0.729 0.544 0.38 -0.133
O -2.184 -5.693 23.488 0.308 -0.03 -0.298
O 0.328 2.57 -5.254 -0.086 0.363 -0.328
O -7.433 -6.089 -2.526 0.126 -0.19 -0.687
O 0.151 2.073 24.907 -0.447 0.1 0.143
O -3.259 -6.409 -4.686 0.031 -0.236 0.286
O 2.12 3.261 23.637 0.365 -0.615 0.301
O 0.327 -0.632 -1.329 0.341 0.114 0.415
O -5.139 6.109 22.732 -0.187 -0.095 -0.642
O 1.021 -7.105 -4.153 0.004 -0.221 -0.286
O -3.373 -5.936 25.819 -0.277 -0.251 0.419
O -5.589 -4.591 -1.37 0.072 -0.438 0.206
O 1.373 -4.061 25.595 0.231 0.368 0.13
O 4.623 -7.973 27.577 -0.084 0.008 -0.162
O -5.914 5.924 -5.579 0.275 -0.102 0.144
O 0.114 -0.76 -3.953 0.375 0.36 -0.314
O 3.556 -1.207 26.786 -0.188 -0.653 0.278
O -8.503 3.711 -2.036 0.097 0.112 0.336
O 0.024 -4.149 27.887 -0.27 0.541 -0.055
O -6.188 6.051 -3.092 -0.32 -0.015 0.15
O -2.823 3.412 -0.941 -0.341 -0.012 -0.373
O 2.453 -0.953 -2.658 0.021 0.251 0.061
O 1.027 4.027 -0.921 0.116 0.099 0.374
O -2.933 2.586 27.836 0.069 -0.261 -0.621
O 4.603 -2.718 -5.486 -0.544 -0.138 -0.017
O -8.788 -8.13 -1.471 -0.143 -0.002 -0.574
O 0.104 4.688 24.496 -0.188 0.174 -0.028
O -6.767 2.231 26.522 0.337 -0.041 -0.354
O -4.852 0.023 -4.149 -0.009 -0.211 0.263
O -8.674 -1.647 24.575 0.579 -0.194 0.118
O -10.334 -0.096 25.921 -0.171 0.178 0.505
O -8.287 -6.485 26.433 -0.383 0 -0.332
O -7.159 1.759 -1.007 0.377 -0.293 -0.087
O 4.746 -2.076 -2.988 0.101 -0.087 0.296
O -1.144 -6.349 -0.179 -0.12 0.264 -0.396
O -9.562 5.129 -3.972 -0.221 -0.026 -0.229
O -10.587 7.313 -4.977 0.087 0.634 0.059
O -8.217 -1.089 -2.963 0.216 0.09 0.655
O -3.582 1.376 -2.393 -0.395 -0.107 0.096
O 4.272 3.768 26.743 0.377 -0.237 0.034
O -5.176 6.996 25.255 0.461 0.068 0.275
O 4.509 3.843 22.747 0.048 0.041 -0.065
O 1.36 6.474 -1.765 0.271 0.122 -0.623
O -9.136 -3.057 -1.434 0.064 0.227 0.312
O -0.791 -5.529 25.762 -0.103 -0.022 -0.184
O 4.651 0.764 -6.147 -0.249 -0.286 -0.424
O -2.857 4.448 -6.069 -0.022 0.563 0.13
O -1.448 4.238 26.52 -0.209 -0.149 -0.434
O -5.848 -1.473 -6.015 -0.485 -0.495 0.105
O 3.178 7.733 -4.548 -0.334 -0.232 0.516
O 2.187 -4.816 23.185 -0.231 -0.325 0.283
O -9.568 -5.65 -1.085 -0.353 -0.277 -0.156
O 4.063 -6.536 22.78 -0.078 -0.021 0.141
O -7.966 7.262 -4.545 -0.289 0.772 0.185
O -7.824 -4.113 27.598 -0.235 0.414 -0.233
O 4.821 -4.706 -3.748 0.405 -0.18 -0.46
O -8.545 3.641 27.787 -0.178 0.501 0.252
O -4.07 -2.518 -1.392 -0.037 0.242 -0.254
O 2.906 -4.643 -2.047 -0.608 0.441 -0.195
O 2.203 0.766 -5.282 0.042 -0.206 0.005
O 3.22 1.316 26.8 0.441 0.01 -0.628
O 1.061 -0.119 26.17 -0.345 -0.17 0.236
O -6.153 -2.405 0.208 -0.381 -0.242 -0.309
O -3.905 -4.159 27.696 0.664 -0.118 0.188
O -1.093 5.325 -1.45 -0.118 0.456 0
O -1.469 -1.587 22.408 -0.183 0.258 -0.209
O -6.122 3.31 -2.96 0.246 -0.152 0.03
O -9.825 5.843 -1.433 -0.562 0.161 0.092
O 5.322 6.169 26.286 0.36 -0.358 0.24
O 0.562 4.613 -3.46 0.232 0.497 -0.554
O -4.607 -3.603 25.255 -0.176 0.031 0.335
O 0.217 -5.366 -2.333 0.177 -0.048 -0.017
O -6.13 -0.11 27.545 -0.096 0.06 -0.277
O -6.384 4.928 26.614 0.356 -0.245 -0.124
O 4.692 2.048 0.004 0.154 0.308 0.33
O 2.939 5.995 27.304 0.181 -0.01 0.258
O -5.844 -5.521 26.536 0.029 -0.471 -0.121
O 4.907 -7.923 24.927 -0.258 0.039 0.087
O -2.88 5.678 0.483 0.085 -0.309 0.219
O -7.728 -4.55 24.949 0.17 0.364 -0.002
O -5.757 -2.2 23.295 -0.346 -0.006 0.275
O -7.708 2.482 23.143 0.345 -0.025 -0.249
O -1.683 3.432 -3.856 -0.169 0.068 -0.073
O 2.242 -7.66 -0.629 -0.313 0.119 -0.445
O -7.532 7.287 26.314 -0.102 -0.281 -0.404
O 2.932 2.537 -1.845 0.134 -0.293 -0.505

Results
total energy: -102957.656 eV
total energy less fixed offsets of O -438.25, Si -107.07 eV per atom: 10.294 eV
